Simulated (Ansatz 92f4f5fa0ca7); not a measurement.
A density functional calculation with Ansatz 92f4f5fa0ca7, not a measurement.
Periodic cell of 224 atoms, Si133O90H1, from a study of silicon, its oxide and their interface. The atomic structure is a simulated model.
Doubt: the cutoff is far below the 930 eV that the study's wrapper takes by default for these files, so forces and energies are approximate.
This geometry differs little from another in the collection (a relaxation step or a small displacement).

Settings
functional: PBE
potential files: Ansatz PAW
basis: plane waves
wave-function cutoff: 580 eV
density cutoff ratio: 5
exchange-correlation grid ratio: 1
k mesh: 1 x 1 x 1, Gamma-centred
self-consistency stop: 5e-08 eV per atom in the density residual
occupations: fixed
spin: none
net charge: -1 e, with a uniform compensating background and no finite-size correction

Cell vectors (angstrom)
a	10.938	0	0
b	0	10.938	0
c	0	0	33.1179

Atoms: element, x, y, z (angstrom)
Si	0.4446	-0.3571	25.7439
Si	5.3265	0.3184	25.597
Si	2.9376	2.4137	25.5824
Si	7.9658	3.0067	25.8694
Si	-0.2853	5.6219	25.566
Si	5.8644	5.3084	25.6861
Si	2.6352	8.2961	25.4972
Si	8.5634	8.0168	25.6055
Si	1.4969	1.2838	27.0523
Si	6.789	1.4023	27.082
Si	4.1154	4.1139	26.8207
Si	9.597	4.1436	27.0711
Si	1.3878	6.7785	26.8472
Si	6.9795	6.8707	27.0012
Si	4.1876	9.5356	26.8338
Si	9.687	9.5305	26.9979
Si	2.8404	-0.0943	28.3579
Si	8.2323	-0.0227	28.3169
Si	0.0463	2.6929	28.3289
Si	5.408	2.7855	28.3564
Si	2.7486	5.4422	28.2626
Si	8.2335	5.48	28.4123
Si	0.064	8.135	28.3401
Si	5.5065	8.1959	28.2935
Si	4.1018	1.3673	29.6997
Si	9.5708	1.3673	29.6997
Si	1.3673	4.1018	29.6997
Si	6.8362	4.1018	29.6997
Si	4.1018	6.8362	29.6997
Si	9.5708	6.8362	29.6997
Si	1.3673	9.5708	29.6997
Si	6.8362	9.5708	29.6997
Si	0	0	31.0669
Si	5.469	0	31.0669
Si	2.7345	2.7345	31.0669
Si	8.2035	2.7345	31.0669
Si	0	5.469	31.0669
Si	5.469	5.469	31.0669
Si	2.7345	8.2035	31.0669
Si	8.2035	8.2035	31.0669
Si	1.3673	1.3673	32.4342
Si	6.8362	1.3673	32.4342
Si	4.1018	4.1018	32.4342
Si	9.5708	4.1018	32.4342
Si	1.3673	6.8362	32.4342
Si	6.8362	6.8362	32.4342
Si	4.1018	9.5708	32.4342
Si	9.5708	9.5708	32.4342
Si	2.7345	0	0.6835
Si	8.2035	0	0.6835
Si	0	2.7345	0.6835
Si	5.469	2.7345	0.6835
Si	2.7345	5.469	0.6835
Si	8.2035	5.469	0.6835
Si	0	8.2035	0.6835
Si	5.469	8.2035	0.6835
Si	4.1018	1.3673	2.0507
Si	9.5708	1.3673	2.0507
Si	1.3673	4.1018	2.0507
Si	6.8362	4.1018	2.0507
Si	4.1018	6.8362	2.0507
Si	9.5708	6.8362	2.0507
Si	1.3673	9.5708	2.0507
Si	6.8362	9.5708	2.0507
Si	0	0	3.418
Si	5.469	0	3.418
Si	2.7345	2.7345	3.418
Si	8.2035	2.7345	3.418
Si	0	5.469	3.418
Si	5.469	5.469	3.418
Si	2.7345	8.2035	3.418
Si	8.2035	8.2035	3.418
Si	1.3365	1.3691	4.8082
Si	6.7957	1.3874	4.7651
Si	4.0368	4.1713	4.7402
Si	9.5613	4.1137	4.8155
Si	1.3591	6.8445	4.7984
Si	6.809	6.8441	4.7945
Si	4.0776	9.5748	4.8485
Si	9.5077	9.628	4.6842
Si	2.6253	-0.055	6.2286
Si	8.1514	-0.0036	6.0937
Si	-0.0327	2.747	6.2149
Si	5.3399	2.7321	6.0333
Si	2.7244	5.5069	6.2277
Si	8.1286	5.4284	6.171
Si	-0.1273	8.231	5.9918
Si	5.45	8.1953	6.2343
Si	3.7833	1.6217	7.3981
Si	9.684	1.1246	7.4482
Si	1.5925	3.8909	7.5248
Si	6.5109	4.2031	7.4077
Si	4.3787	6.5623	7.5966
Si	9.2662	7.1196	7.3446
Si	0.8962	9.7409	7.4395
Si	7.0728	9.3767	7.4942
O	9.5931	6.8139	25.0864
O	4.1303	1.359	25.0822
O	8.1901	8.2345	7.9519
O	2.7092	2.7512	7.9732
O	6.9087	4.1051	25.2157
O	1.5063	9.4603	25.1165
O	5.4812	5.3805	7.9102
O	-0.1193	0.0203	7.8906
O	6.9545	3.3724	8.7596
O	6.544	10.136	8.8652
O	10.1584	6.546	8.5929
O	1.1219	8.8586	8.8035
O	4.617	1.0489	8.6788
O	1.0277	4.6027	8.9127
O	8.9159	1.5569	8.8435
O	3.9558	7.0248	9.1147
O	8.0334	8.8566	24.2917
O	8.7442	2.249	24.6677
O	5.5298	6.265	24.3846
O	1.9762	2.8238	24.3078
O	10.7626	0.3936	24.4417
O	0.1649	4.7691	24.2292
O	6.9376	11.8517	20.6116
O	6.2315	10.7972	24.3034
Si	9.6763	1.344	23.7098
Si	4.8528	6.2479	20.4125
Si	1.0428	8.9057	10.4385
Si	17.34	5.2361	15.8859
Si	6.9557	2.0865	19.4457
Si	19.2595	14.3197	12.6023
Si	10.9472	5.0763	16.8161
Si	8.9598	-0.6804	16.2798
Si	15.2798	10.3631	18.9356
Si	12.1256	3.0078	18.4616
Si	8.343	2.9391	9.4982
Si	3.0599	7.7403	18.4348
Si	11.2056	1.1218	16.2866
Si	0.3831	13.6702	13.5232
Si	3.9311	2.2936	19.9876
Si	6.083	2.4361	14.4094
Si	7.5084	5.6772	18.8365
Si	5.1983	10.763	9.5673
Si	15.2181	6.5233	23.36
Si	17.8332	10.2187	20.5293
Si	3.141	4.2254	21.8398
Si	11.2869	9.5809	14.8119
Si	6.3089	11.4333	16.864
Si	5.2756	8.3102	13.1036
Si	10.5239	5.197	9.4194
Si	3.7503	6.9168	15.4354
Si	7.4629	10.1385	23.4379
Si	-2.0653	8.5206	18.8175
Si	-0.3917	6.7907	12.0401
Si	1.5587	11.0185	12.3337
Si	11.1147	6.7888	19.0405
Si	3.8365	8.1224	10.3158
Si	0.8053	3.519	23.3684
Si	9.4343	4.1984	19.0694
Si	4.7997	11.2922	12.5349
Si	7.8026	6.2961	13.4786
Si	1.3267	5.409	14.1168
O	10.2662	8.091	19.5468
O	5.063	1.7867	13.2825
O	10.7549	3.0684	19.3311
O	7.0982	12.2593	18.0076
O	4.1373	7.9776	14.233
O	3.7939	0.6833	19.8049
O	2.3431	8.0597	10.937
O	-1.317	4.3013	17.3516
O	7.6763	4.897	12.5972
O	9.3355	-1.7976	17.3881
O	5.849	14.8675	15.0261
O	5.4729	9.9465	13.2107
O	10.7087	8.1535	11.1327
O	17.7143	5.0415	17.4508
O	1.0151	10.6727	15.8334
O	5.874	12.3897	15.6557
O	1.7719	7.1111	19.2185
O	19.1651	3.0587	19.6309
O	7.8512	18.228	18.5621
O	12.0739	1.6601	17.5259
O	3.1831	11.0934	12.4325
O	3.2645	7.6002	24.1159
O	19.1345	9.6785	19.7323
O	9.4119	4.0811	9.0723
O	11.8893	9.8871	13.3304
O	3.7817	2.7351	21.585
O	4.8008	7.0352	21.8949
O	1.1355	10.4824	10.8442
O	5.1569	6.2648	15.8631
O	18.2742	10.3435	16.2078
O	-2.8142	2.7783	11.0869
O	6.6509	7.4392	13.257
O	5.4303	2.7591	19.4778
O	11.0529	5.2235	15.2018
O	15.8878	10.7656	17.4646
O	9.6462	11.7019	16.6622
O	0.2419	2.1846	15.0425
O	3.6089	5.0301	23.2059
O	14.0263	-3.4198	16.8089
O	11.6794	8.0604	15.1938
O	5.4865	11.37	11.0394
O	4.0767	-1.3559	9.6122
O	8.6304	11.2293	23.0273
O	4.842	7.8989	11.5637
O	10.5953	2.4349	22.898
O	3.6753	5.114	20.5869
O	7.6942	5.8619	15.0545
O	-0.4877	5.5251	10.9937
O	9.6408	9.7963	14.8505
O	0.8825	12.4742	12.5336
O	6.8713	9.5958	22.0409
O	1.4968	3.922	13.4368
O	4.3945	7.1277	19.1307
O	2.7406	5.8151	14.7897
O	9.8993	14.2646	12.9763
O	3.099	9.3504	18.711
O	9.221	6.9429	12.9799
O	17.2755	5.691	20.0634
O	0.9052	6.4696	12.9529
O	10.9643	6.6283	17.3891
O	16.4838	9.6752	19.8003
O	1.5174	4.0881	22.0207
O	10.4788	5.4737	19.7265
O	23.1985	4.2996	17.4358
O	13.5664	2.9404	19.2425
O	7.5509	2.4297	13.6793
H	11.6001	7.7683	16.1568

Results
free energy: -135745.132 eV
free energy less fixed offsets of H -15.97, O -568.88, Si -635.61 eV per atom: 6.168 eV

Forces (eV/angstrom), in the order of the atoms: element, x, y, z
Si	0.0013	0.0105	-0.0671
Si	0.0106	-0.0066	0.0124
Si	-0.0004	0.0048	-0.0041
Si	-0.0058	0.0112	0.0353
Si	0.0097	0	0.0064
Si	-0.0003	0.0094	-0.0132
Si	0.0073	-0.0012	0.0089
Si	-0.0034	-0.0049	-0.0142
Si	0.0025	0.0052	0.0132
Si	-0.0087	0.003	0.0044
Si	-0.0018	0.0009	0.016
Si	-0.0059	0.0054	0.0027
Si	-0.004	0.0094	0.01
Si	-0.0079	-0.0004	0.0099
Si	-0.0028	0.0018	0.009
Si	-0.0122	-0.0011	0.0189
Si	0.0024	-0.008	-0.0029
Si	-0.0005	-0.0023	0.0058
Si	-0.0008	-0.0061	0.0025
Si	0.0048	-0.0015	-0.0006
Si	-0.006	-0.0054	-0.0012
Si	0.002	-0.0027	0.0033
Si	0.0089	-0.0126	-0.0031
Si	-0.0026	-0.0014	-0.0008
Si	0.054	-0.0538	0.2694
Si	0.0539	-0.0703	-0.0981
Si	0.2005	-0.0289	-0.2082
Si	-0.2073	0.0797	0.2406
Si	0.007	-0.051	-0.4834
Si	0.3731	0.1143	0.5276
Si	0.2572	-0.3137	0.0779
Si	0.0793	-0.0297	-0.1314
Si	-0.0028	0.0233	-0.0362
Si	0.0592	0.1744	-0.0066
Si	-0.0542	-0.076	-0.0065
Si	-0.0581	0.0127	-0.0251
Si	-0.0692	0.0929	0.005
Si	0.0663	-0.0186	0.0034
Si	-0.0916	0.0675	0.0179
Si	0.0648	0.0349	-0.0075
Si	-0.006	0.0321	-0.0025
Si	0.0309	-0.0821	-0.0074
Si	0.0043	0.0003	-0.0189
Si	0.063	-0.0244	-0.0353
Si	0.0629	-0.0848	-0.0129
Si	-0.0206	0.0167	-0.0064
Si	0.0443	-0.0589	-0.0378
Si	-0.0299	-0.0131	-0.0129
Si	-0.0156	0.0063	0.0063
Si	0.0078	0.0717	0.0494
Si	-0.0968	0.0235	0.0105
Si	0.0181	0.011	0.0135
Si	-0.0331	0.0262	0.0408
Si	-0.0012	-0.0158	0.0081
Si	-0.0033	-0.0008	0.0081
Si	-0.0304	0.0813	0.0049
Si	-0.0169	-0.0265	0.0385
Si	0.0912	-0.0139	-0.0203
Si	-0.0462	-0.1228	-0.0216
Si	0.0076	0.0074	0.038
Si	0.0894	-0.027	-0.0224
Si	-0.0201	0.0061	0.0299
Si	-0.0015	0.0213	0.0375
Si	-0.0645	-0.1641	-0.03
Si	0.0539	0.357	-0.3859
Si	-0.2254	-0.1761	0.1215
Si	-0.3053	-0.0199	-0.0327
Si	0.0621	0.0775	0.1075
Si	0.0273	-0.0681	0.1486
Si	-0.0603	0.2588	-0.228
Si	0.0839	0.0378	0.2226
Si	-0.3747	-0.1507	-0.351
Si	0.0008	0.0051	-0.0037
Si	0.0014	-0.0018	0.0001
Si	0.0041	0.0059	0.0106
Si	0.0011	0.0001	-0.0036
Si	-0.0055	0.005	0.0029
Si	-0.0089	0.0002	-0.0012
Si	-0.0027	0.0005	-0.0027
Si	-0.0017	-0.0023	0.0036
Si	0.0048	-0.009	-0.0158
Si	-0.0008	-0.0008	-0.005
Si	0.0051	-0.0044	-0.0074
Si	-0.0011	0.0062	-0.0109
Si	0.0017	-0.0092	-0.008
Si	-0.004	-0.0048	-0.0221
Si	0.0081	-0.0015	-0.0135
Si	0.0031	-0.001	-0.0123
Si	0.0046	0.0094	0.0396
Si	-0.0148	0.0132	0.0047
Si	-0.0157	0.0179	0.0041
Si	-0.0152	0.0072	0.0211
Si	0.0075	-0.0123	0.0163
Si	0.0116	0.0024	0.0331
Si	-0.0059	-0.0041	0.0346
Si	-0.0135	0.0143	0.0005
O	-0.0016	0.0019	-0.0121
O	-0.008	0.0013	-0.0194
O	0.0097	-0.0079	0.0177
O	0.009	-0.0187	0.0148
O	-0.0184	0.0181	-0.0327
O	-0.0095	0.0131	-0.0163
O	0.0048	-0.004	0.0085
O	0.0097	-0.0059	0.0053
O	-0.0092	0.0053	-0.0197
O	-0.0005	0.0029	-0.0045
O	-0.0108	0.0123	-0.0308
O	-0.0019	0.0031	-0.0233
O	-0.0103	0.0054	-0.0344
O	0.0034	-0.0013	-0.0089
O	0.0037	-0.0066	-0.01
O	0.0002	0.0031	-0.0078
O	0.0007	0.0013	0.0237
O	0.0063	-0.0119	0.0064
O	-0.0004	-0.0007	0.0085
O	-0.0044	-0.001	0.0202
O	0.0133	-0.0184	0.0702
O	0.0038	-0.0078	0.006
O	-0.0027	-0.0607	0.0146
O	-0.002	-0.0009	0.0169
Si	0.0111	-0.0045	-0.0556
Si	0.0226	0.0057	-0.0587
Si	0.0045	-0.0033	0.0418
Si	0.006	0.0144	0.0725
Si	0.081	0.0611	-0.0189
Si	0.0094	-0.0046	0.0257
Si	-0.0311	-0.0853	-0.0291
Si	0.0234	-0.0187	0.0029
Si	0.0324	0.008	-0.0061
Si	-0.0304	-0.0618	0.0174
Si	0.0074	0.0054	0.0457
Si	-0.0247	0.0326	0.0584
Si	-0.0085	-0.0032	-0.0019
Si	0.0036	-0.0047	0.0246
Si	0.0365	-0.0086	-0.034
Si	0.0038	-0.0031	0.0239
Si	0.2749	-0.3246	0.1821
Si	-0.0024	-0.0096	0.0407
Si	0.0146	-0.0024	-0.0523
Si	0.008	0.0453	-0.0486
Si	0.0034	-0.011	-0.027
Si	0.0056	-0.2003	0.0192
Si	0.0422	0.0147	0.0218
Si	-0.0085	-0.0046	0.0336
Si	0.0069	-0.0078	0.0479
Si	0.0424	-0.0626	-0.064
Si	0.0184	0.0106	-0.0394
Si	-0.0332	0.0846	-0.0237
Si	0.0006	-0.0074	0.0527
Si	-0.0117	-0.0109	0.0608
Si	-0.0323	-0.0101	0.0158
Si	-0.0015	0.0063	0.0393
Si	-0.0207	-0.0073	-0.0465
Si	-0.1563	0.1289	0.0243
Si	-0.0065	0.0101	0.0317
Si	0.0113	0.0041	0.027
Si	0.0042	0.027	0.0326
O	0.0968	-0.0253	0.0821
O	-0.0029	-0.0192	-0.0198
O	-0.1091	0.0808	0.0045
O	-0.0103	-0.005	-0.0181
O	0.0232	0.0116	-0.0164
O	-0.0017	0.0092	0.0143
O	0.0012	0.0077	-0.0243
O	0.0833	-0.0631	-0.1219
O	-0.0043	-0.0006	-0.0089
O	0.0072	0.0828	-0.0936
O	-0.0042	-0.0037	-0.0171
O	-0.0009	-0.0004	-0.0107
O	0.0012	-0.0002	-0.0195
O	-0.1134	0.0034	-0.2
O	-0.0081	0.0585	-0.0095
O	-0.003	0.0335	-0.0325
O	0.0536	0.0428	0.016
O	0.0547	-0.1036	0.0385
O	-0.1622	-0.0618	-0.0421
O	0.0138	0.0143	0.0041
O	0.0072	0.0032	-0.0142
O	-0.0039	-0.0022	0.0093
O	-0.035	0.0646	0.0665
O	-0.0037	-0.0046	-0.0145
O	-0.022	0.0098	0.0532
O	-0.0093	0.006	0.0277
O	-0.0133	0.0113	0.0637
O	-0.0001	-0.0052	-0.0324
O	-0.0386	0.0224	-0.019
O	0.015	-0.0066	-0.0042
O	0.0004	-0.0019	-0.0249
O	-0.0064	0.0054	-0.0125
O	-0.0554	-0.0164	0.0248
O	-0.0185	-0.004	0.0108
O	-0.0344	-0.0142	0.0307
O	0.0211	-0.0009	0.0107
O	-0.0034	-0.0209	0.0079
O	0.0035	-0.001	0.0312
O	-0.0201	0.0388	-0.0019
O	0.2606	-0.0484	0.9195
O	-0.001	-0.001	-0.0164
O	0.0062	-0.0035	-0.0113
O	0.003	-0.0027	0.0293
O	-0.0027	0.0024	-0.0214
O	0.0003	-0.0027	0.0248
O	-0.0181	0.0206	0.0115
O	0.0023	-0.0009	-0.0206
O	-0.0011	0.014	-0.0188
O	0.057	-0.0031	-0.0012
O	0.0011	0.0109	-0.0077
O	-0.0046	-0.0025	0.0127
O	-0.0039	-0.0112	-0.0157
O	0.0066	0.0032	0.0023
O	0.0126	-0.0077	0.0082
O	-0.0024	-0.002	-0.0096
O	-0.0101	-0.0154	-0.0059
O	0.0009	-0.0073	-0.0203
O	-0.1126	0.0887	0.069
O	-0.0117	0.0079	-0.0196
O	-0.0558	0.0331	0.0026
O	-0.0072	0.0117	0.0044
O	-0.0001	-0.0082	0.0224
O	0.1326	-0.037	0.0681
O	0.0134	0.0804	-0.0475
O	0.0472	-0.0005	-0.0047
O	-0.0045	-0.0003	-0.0055
H	-0.2746	0.2217	-1.0226

The program warned: the cutoff lies below the one the program advises for these potential files; the exchange-correlation potential is rough where the density is thin.
